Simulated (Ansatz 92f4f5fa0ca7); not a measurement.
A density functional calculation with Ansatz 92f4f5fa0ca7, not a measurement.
Periodic cell of 168 atoms, Si98O70, from a study of silicon, its oxide and their interface. The atomic structure is a simulated model.

Settings: functional r2SCAN; potential files Ansatz norm-conserving; basis plane waves; wave-function cutoff 1300 eV; density cutoff ratio 4; exchange-correlation grid ratio 1; k mesh 2 x 2 x 1, shifted by 0.5 0.5 0.5 of a step; self-consistency stop 5e-08 eV per atom in the density residual; occupations Fermi-Dirac, 0.05 eV; spin none; net charge 0.

Cell vectors (angstrom)
a, 11.5799, -0.0752, 0.0522
b, -0.0752, 11.6348, 0.0258
c, 0.0953, 0.047, 21.1244

Atoms and the computed forces on them: element, x, y, z (angstrom), force x, y, z (eV/angstrom)
Si, 0.5208, 0.2844, -0.6317, 0.695, 0.3305, 0.3274
Si, -0.1313, 3.3331, 0.0898, 0.9067, 0.6135, 1.2082
Si, -0.6379, 7.978, -0.5416, -0.5051, 1.0762, 0.1878
Si, 4.0861, 0.5596, -0.0611, -1.0445, -2.0797, -1.056
Si, 3.9255, 4.5024, 0.4393, 0.1907, -0.0322, -0.416
Si, 2.9976, 7.1289, -0.4414, -1.5265, 0.2615, 0.6925
Si, 7.2856, 0.2825, -0.3752, -1.0494, -0.0162, -0.6546
Si, 7.6816, 3.4434, 0.2373, 0.6171, -1.01, -1.447
Si, 5.1897, 8.2732, -1.4368, 2.4089, 0.0011, -1.2603
Si, 2.1336, -0.0382, 1.0893, -0.257, 0.4603, 0.7485
Si, 1.8876, 4.0175, 1.4204, -1.2836, -1.255, 0.3676
Si, 1.2723, 7.9015, 0.9587, 0.8349, -0.5387, 0.8014
Si, 5.7824, 0.0561, 1.3714, 0.4954, -0.2458, 0.5656
Si, 5.8312, 3.8008, 1.5471, -0.2349, -0.5633, 0.071
Si, 6.3668, 7.6014, 1.2579, -0.3893, 0.0572, 1.9849
Si, 9.8689, -0.2805, 1.105, -0.3307, -0.3078, -0.5911
Si, 9.6334, 3.5942, 1.621, -0.1865, 1.0491, -1.5327
Si, 9.5277, 7.5639, 1.3646, -0.4174, -0.521, 0.0375
Si, 1.8603, 1.8165, 2.7531, 0.4027, 0.9115, -0.7076
Si, 1.6456, 6.027, 2.7166, -0.4036, -0.5893, -0.1633
Si, 1.7492, 9.6674, 2.5688, 0, 0.2201, -0.323
Si, 5.8014, 1.8376, 2.8303, -0.2049, 0.3474, 0.6955
Si, 5.8676, 5.732, 2.7046, -0.5829, 1.1072, 1.0939
Si, 5.6016, 9.6385, 2.5676, 0.513, -0.672, 0.3313
Si, 9.6119, 1.7237, 2.7406, -0.199, -1.755, 0.5156
Si, 9.625, 5.6248, 2.8231, -0.4691, 0.3045, -0.173
Si, 9.3914, 9.4491, 2.6713, 1.4382, 1.4249, -0.1563
Si, -0.1251, 1.931, 4.1143, 0.8193, 1.0389, -0.6851
Si, -0.2084, 5.8614, 4.2392, 1.141, 0.1272, 0.0555
Si, -0.293, 9.8637, 3.9316, 1.3389, -0.611, 0.6096
Si, 3.8421, 1.8996, 4.2077, -0.3083, -0.3023, -1.2042
Si, 3.7242, 5.7328, 4.0894, 0.4737, 1.7998, -1.3166
Si, 3.7167, 9.5842, 4.1329, -0.1785, -0.0965, -1.191
Si, 7.756, 1.7793, 4.1863, 0.0165, -1.3944, -1.1432
Si, 7.6191, 5.682, 4.2249, 0.5879, -0.6409, -0.4306
Si, 7.56, 9.5491, 4.0778, -1.0749, 0.0523, -0.0851
Si, 0.0511, 0.1086, 5.3855, -1.0594, -1.4641, 0.1958
Si, 0.1865, 3.8811, 5.5315, -0.8856, 0.2028, -0.3523
Si, -0.1854, 7.928, 5.4893, 0.5391, -0.1429, -0.704
Si, 3.8571, -0.08, 5.4369, -1.29, 0.2734, 0.0388
Si, 3.9693, 3.8984, 5.4186, 1.0826, -0.9758, 0.4915
Si, 3.6515, 7.6791, 5.5363, 0.3047, -0.364, 0.6088
Si, 7.7673, -0.182, 5.4823, -0.1803, 0.0633, -1.4009
Si, 7.8453, 3.5969, 5.4615, -0.8245, 2.1239, 0.8125
Si, 7.5485, 7.6124, 5.518, -0.09, 0.5498, 0.6148
Si, 1.8333, 0.1646, 6.8518, 0.5857, 1.0694, -0.6174
Si, 2.2135, 4.0297, 6.7896, -1.7792, 0.19, 0.4559
Si, 1.693, 7.8902, 6.9691, 0.2528, -0.7109, -0.3228
Si, 5.7968, 0.0648, 6.578, 0.4779, -1.823, 0.9975
Si, 5.9062, 3.6854, 6.9611, 0.0533, 0.1913, 0.0785
Si, 5.6015, 7.6061, 7.0485, 0.4648, 0.2025, -0.6727
Si, 9.6248, -0.314, 6.776, 1.2724, 0.7666, -0.1901
Si, 9.6798, 3.7501, 6.8379, 0.6812, -0.8913, 0.1777
Si, 9.5275, 7.7481, 6.8841, -1.1833, -0.5068, -0.1785
Si, 1.6415, 2.2456, 8.1561, -0.2248, -0.521, -0.1746
Si, 2.0017, 5.8287, 8.3472, 0.7509, 0.5413, -1.3249
Si, 1.3988, 9.9579, 8.0604, 0.0239, -0.8445, 1.5706
Si, 5.8299, 1.5908, 8.2791, -0.5951, 1.357, 0.0103
Si, 5.8511, 5.6555, 8.4485, -1.2028, 0.1347, 0.0372
Si, 5.7908, 9.7489, 8.0869, -0.5742, 1.2383, 0.3166
Si, 9.4633, 1.5983, 8.0533, -0.2872, 0.7919, -1.193
Si, 9.5208, 5.7143, 8.0796, 0.0852, 0.3613, 0.3832
Si, 9.3697, 9.5784, 8.3055, -0.3286, -0.1127, 1.1192
Si, -0.4026, 2.0819, 9.3922, 0.549, -0.7683, -1.1683
Si, -0.4685, 6.2313, 9.685, 0.8567, 0.0266, 1.1272
Si, -0.3509, 9.4198, 9.5999, 1.0174, -1.055, 0.7146
Si, 3.2238, 2.3391, 9.7903, 1.4891, 0.3001, 0.9109
Si, 3.7927, 5.4492, 9.7806, 0.6792, -0.166, -0.6666
Si, 3.083, 9.9487, 9.6229, -0.6349, -0.5515, 0.3391
Si, 7.7128, 1.0091, 9.4408, 0.8667, 0.7736, 1.0072
Si, 7.8133, 5.6249, 9.6613, 0.9157, -0.512, 0.8758
Si, 7.5149, 10.2965, 9.6432, -0.5758, -0.8623, -0.6064
Si, -2.5415, 3.1759, 11.1725, 0.1828, -0.4668, -0.1134
Si, 3.652, -3.9022, 11.4128, -1.9542, 0.9222, -0.5907
Si, -0.1698, 11.5745, 11.6006, -0.1209, 0.8555, -0.329
Si, 2.7456, 12.0238, 11.9792, -0.7651, 0.9271, -0.4895
Si, 8.7418, -3.0859, 13.7436, 1.476, -0.5431, -1.4452
Si, 6.2733, 9.1607, 12.3724, -1.7218, -0.123, 0.9966
Si, 9.3827, 11.5461, 13.9179, 1.0995, 1.2055, 0.3098
Si, 8.738, 4.3275, 13.9411, -0.2531, -0.2865, 1.1563
Si, 2.5855, -3.1429, 14.0103, -1.7918, -1.5506, 1.139
Si, 10.4836, 0.6101, 16.6386, -0.0458, 0.1642, -1.9891
Si, 1.7119, 12.1391, 17.3832, -0.972, -0.9584, -0.9872
Si, 9.3661, -5.1089, 11.9114, 0.4995, -0.2604, 0.3176
Si, 18.5652, 4.3854, 18.7051, -0.3087, 0.0294, -0.4151
Si, 8.6038, 7.6159, 16.7285, 0.2759, -0.2287, 0.4467
Si, 2.0915, 5.1661, 18.3551, -0.6067, 0.3249, 1.541
Si, 1.0836, 9.2769, 16.3359, -0.1644, -1.4796, -2.5185
Si, -1.2885, 9.6476, 18.0894, -0.7139, -1.4518, 0.7309
Si, 5.8016, -0.5524, 19.0186, -0.3316, 3.5169, -0.0152
Si, 4.4615, 10.8588, 14.3275, 0.7756, 0.4145, -4.0587
Si, 7.768, 13.4718, 15.4883, -0.3921, 1.1657, -1.7213
Si, 11.4047, 5.2692, 18.9149, 1.6065, -0.497, 1.6602
Si, -6.6344, 0.5655, 16.158, -0.2947, -0.1813, 0.9762
Si, 4.2205, 3.4154, 19.5461, 0.9402, 1.4845, 0.3895
Si, -2.3652, 5.3392, 16.7328, 0.4656, 1.5446, -0.6901
Si, 2.9076, 18.5816, 16.3122, -1.1301, -0.6136, 0.2482
Si, 5.7357, 7.2096, 17.698, 0.0119, -0.9411, 1.6119
O, -3.6347, 7.6551, 0.918, 0.4886, 0.0597, 0.396
O, 1.3149, 0.2099, -2.1837, -0.0861, -0.275, 0.6176
O, -0.6932, 4.1608, -1.1682, -0.2554, 0.9782, -1.3377
O, 2.8632, -7.8984, -2.4624, 0.3177, -0.7147, -0.9607
O, 0.2497, 1.8847, -0.5255, -0.3217, 0.0969, -0.2047
O, 11.1955, -2.8242, -4.1164, 1.9579, 0.4273, -0.2868
O, 2.8027, -5.4226, -1.7794, -0.2524, 0.1334, -0.5709
O, 3.6886, 8.5196, -0.9579, -0.4284, -0.4185, 0.3569
O, 3.8995, 6.1777, 0.5248, 0.1138, -0.269, -0.1975
O, 1.1231, 11.7979, -8.7618, -1.8835, -0.0928, 0.6384
O, 5.3269, 11.154, -3.6834, 0.6075, -0.0667, 0.2789
O, 7.5274, 1.8622, -0.4543, 0.6399, 2.8886, 0.5405
O, 7.761, 4.4536, -1.107, -0.1485, -1.0995, 0.6939
O, 9.4713, 4.8947, -5.8974, -0.0473, -0.6525, -0.5427
O, 7.9832, 4.2195, -3.7412, -1.1415, -0.1576, 1.3059
O, 5.9775, 7.4584, -0.2647, -1.4669, 0.4712, -2.0626
O, 6.9162, 7.7064, -4.2179, -1.154, 0.1925, -1.2306
O, -2.6128, -1.452, 13.5312, -1.1032, -0.9402, -0.2384
O, -1.004, 3.0365, 10.5269, -1.2786, 1.1582, 0.916
O, -0.88, 5.9518, 11.2703, -1.9551, -0.2997, -0.2035
O, -0.8239, 9.4632, 19.6492, 0.9763, -1.1499, 0.621
O, -0.3277, 10.0405, 11.1641, -0.1486, -0.9616, -1.3671
O, -4.3557, 8.1756, 13.1056, -0.0736, 0.8095, 1.223
O, 2.9121, 1.8852, 11.3252, 0.1415, -0.8487, -0.5207
O, 0.8419, 5.2692, 9.3533, -1.2684, 0.6585, 0.5464
O, -0.0349, 19.4248, 9.8734, -0.7216, 0.8348, -0.8705
O, 3.7465, 3.8569, 10.0331, -0.2786, 0.0737, -0.0835
O, 3.0894, 8.3399, 9.9857, 0.7858, 0.1162, 0.9882
O, 4.4952, 13.156, 9.3519, -0.3519, 0.0016, -0.2626
O, 8.1442, 1.7827, 10.8584, 0.1663, -0.6683, 0.4835
O, 8.0086, 4.1701, 10.5264, 0.6109, 1.6838, -0.5461
O, 8.2161, 6.8524, 10.7505, -0.2527, -0.8727, -1.0277
O, 14.6219, 10.7308, 11.0641, 0.4169, -0.8438, -1.4392
O, 3.5572, 6.1529, 11.2538, 0.4763, -0.8803, -0.5718
O, 4.4707, 10.3245, 8.9714, 1.4994, -0.5163, -0.8043
O, 3.7073, 0.2579, 13.2295, 1.7476, -1.0191, 3.1149
O, -2.1476, -8.1885, 12.7328, 0.3433, -1.1643, -1.1788
O, 2.5263, -3.3922, 12.464, -0.0839, -0.1713, -1.106
O, 7.6444, 3.3788, 14.7346, 0.5289, -1.1754, 0.7112
O, 3.7674, 9.4014, 14.4356, -0.3283, 0.7199, 0.999
O, 4.5199, 6.8213, 16.7068, 0.3865, 0.232, -0.0478
O, 4.9671, 8.2623, 11.9179, 2.2143, 1.0346, 0.3169
O, 10.4872, -0.0603, 15.1426, 0.3555, -0.2467, 0.6146
O, 8.7612, -0.4405, 21.0493, 0.8233, 0.0022, 0.2363
O, 11.5471, 0.5717, 10.1013, 0.0903, -0.697, 2.1613
O, 9.7343, 7.8758, 12.6847, -0.77, 0.0203, 1.0996
O, 8.4324, 5.5919, 12.9883, 0.0482, 0.6425, 0.2732
O, 5.7755, 10.4018, 13.3444, -0.1319, -0.1761, 0.421
O, 2.1823, 5.6279, 16.828, 0.8904, 0.2518, -0.3032
O, 9.1614, 1.5749, 16.4658, -1.2044, 1.1231, 0.5641
O, 2.7519, 6.9852, 14.7106, 0.5157, 1.0463, -0.6082
O, 2.2169, 8.2569, 16.9057, 0.3188, 0.0233, 0.4238
O, 4.3318, -0.4232, 19.7167, -0.2426, 1.2085, 1.1157
O, 6.3046, 5.9056, 18.5471, -0.3452, 0.1144, -1.1176
O, 6.2064, 13.0988, 15.906, -0.4836, -0.0631, 0.6395
O, 5.6836, 3.4187, 18.7242, 0.1495, 0.238, -0.0921
O, 9.0863, 8.2403, 15.2814, -0.8769, -0.8246, 0.962
O, 14.9038, 0.7304, 16.834, 0.7115, 1.4497, 0.35
O, 9.0236, 8.5847, 17.9978, -0.2611, 0.0457, -0.5134
O, 11.8921, 12.8931, 16.9335, 0.3184, 0.0168, 0.2977
O, 18.6806, 9.5994, 11.1732, 0.5341, 0.7591, -1.0005
O, 10.2597, 0.3675, 12.5833, 1.0913, 0.2472, -1.4408
O, -1.5268, 11.1812, 17.7028, 0.0677, 0.3603, 0.6307
O, -0.9216, 5.2834, 17.4881, -1.4927, -0.7081, -1.0585
O, 4.018, 13.631, 20.2814, -0.2293, -0.1149, 0.1247
O, 1.0703, 9.0088, 14.6561, 0.9324, 0.1047, 1.2445
O, 1.523, 10.7779, 16.4582, 0.028, 0.9796, 1.4514
O, 6.2373, -1.9642, 19.4033, 1.0034, -3.8834, 0.8635
O, -0.5294, 18.4396, 19.5505, 0.0457, 0.2429, 0.0561
O, 8.1558, 12.5259, 14.2205, -0.5119, 0.1163, 0.292

Results
free energy: -44013.889 eV
free energy less fixed offsets of O -463.61, Si -117.95 eV per atom: -2.089 eV
pressure: -0.36 GPa
stress xx, yy, zz, yz, xz, xy (GPa, positive in tension): -0.05, -0.86, 1.98, 0.26, -0.79, -0.35
